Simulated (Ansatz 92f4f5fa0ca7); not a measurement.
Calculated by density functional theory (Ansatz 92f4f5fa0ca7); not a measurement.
Periodic cell of 220 atoms, Si132O88, from a study of silicon, its oxide and their interface. The atomic structure is a simulated model.

Settings
functional: r2SCAN
potential files: Ansatz PAW
basis: plane waves
wave-function cutoff: 800 eV
density cutoff ratio: 5
exchange-correlation grid ratio: 1
k mesh: 1 x 1 x 1, Gamma-centred
self-consistency stop: 5e-08 eV per atom in the density residual
occupations: fixed
spin: none
net charge: 0

Cell vectors (angstrom)
a, 10.938, 0, 0
b, 0, 10.938, 0
c, 0, 0, 32.3297

Atoms: element, x, y, z (angstrom)
Si, 10.7559, 0.4074, 25.1286
Si, 5.7058, 10.716, 24.7549
Si, 2.4868, 3.0402, 24.9284
Si, 8.5174, 2.5482, 24.8145
Si, 0.2827, 5.2664, 24.8615
Si, 5.3728, 5.7225, 24.7432
Si, 3.1593, 7.9567, 24.8744
Si, 7.9581, 8.4955, 24.7691
Si, 1.3788, 1.5372, 26.3816
Si, 6.868, 1.3825, 26.0896
Si, 4.1602, 4.1741, 26.1271
Si, 9.6056, 4.1445, 26.177
Si, 1.4541, 6.8605, 26.1435
Si, 6.8631, 6.8987, 26.1416
Si, 4.1876, 9.5921, 26.1957
Si, 9.5463, 9.6138, 26.1576
Si, 2.7472, 0.0056, 27.5475
Si, 8.1794, 0.0114, 27.5452
Si, -0.0467, 2.8205, 27.6501
Si, 5.4784, 2.7349, 27.4899
Si, 2.7618, 5.4742, 27.5505
Si, 8.1986, 5.4949, 27.5155
Si, 0.0075, 8.2101, 27.4971
Si, 5.4919, 8.204, 27.5742
Si, 4.1018, 1.3673, 28.9115
Si, 9.5708, 1.3673, 28.9115
Si, 1.3673, 4.1018, 28.9115
Si, 6.8362, 4.1018, 28.9115
Si, 4.1018, 6.8362, 28.9115
Si, 9.5708, 6.8362, 28.9115
Si, 1.3673, 9.5708, 28.9115
Si, 6.8362, 9.5708, 28.9115
Si, 0, 0, 30.2787
Si, 5.469, 0, 30.2787
Si, 2.7345, 2.7345, 30.2787
Si, 8.2035, 2.7345, 30.2787
Si, 0, 5.469, 30.2787
Si, 5.469, 5.469, 30.2787
Si, 2.7345, 8.2035, 30.2787
Si, 8.2035, 8.2035, 30.2787
Si, 1.3673, 1.3673, 31.646
Si, 6.8362, 1.3673, 31.646
Si, 4.1018, 4.1018, 31.646
Si, 9.5708, 4.1018, 31.646
Si, 1.3673, 6.8362, 31.646
Si, 6.8362, 6.8362, 31.646
Si, 4.1018, 9.5708, 31.646
Si, 9.5708, 9.5708, 31.646
Si, 2.7345, 0, 0.6835
Si, 8.2035, 0, 0.6835
Si, 0, 2.7345, 0.6835
Si, 5.469, 2.7345, 0.6835
Si, 2.7345, 5.469, 0.6835
Si, 8.2035, 5.469, 0.6835
Si, 0, 8.2035, 0.6835
Si, 5.469, 8.2035, 0.6835
Si, 4.1018, 1.3673, 2.0507
Si, 9.5708, 1.3673, 2.0507
Si, 1.3673, 4.1018, 2.0507
Si, 6.8362, 4.1018, 2.0507
Si, 4.1018, 6.8362, 2.0507
Si, 9.5708, 6.8362, 2.0507
Si, 1.3673, 9.5708, 2.0507
Si, 6.8362, 9.5708, 2.0507
Si, 0, 0, 3.418
Si, 5.469, 0, 3.418
Si, 2.7345, 2.7345, 3.418
Si, 8.2035, 2.7345, 3.418
Si, 0, 5.469, 3.418
Si, 5.469, 5.469, 3.418
Si, 2.7345, 8.2035, 3.418
Si, 8.2035, 8.2035, 3.418
Si, 1.358, 1.3467, 4.7818
Si, 6.81, 1.3681, 4.836
Si, 4.1217, 4.0705, 4.7724
Si, 9.5606, 4.0781, 4.8254
Si, 1.3846, 6.8162, 4.7648
Si, 6.8384, 6.8146, 4.7795
Si, 4.1025, 9.5508, 4.8305
Si, 9.5075, 9.6009, 4.6928
Si, 2.633, -0.0947, 6.1878
Si, 8.1522, -0.0741, 6.1596
Si, -0.0191, 2.6738, 6.1925
Si, 5.3651, 2.6516, 6.2462
Si, 2.7751, 5.4491, 6.125
Si, 8.1161, 5.3893, 6.1927
Si, -0.1194, 8.1722, 5.951
Si, 5.4728, 8.1442, 6.1883
Si, 3.7013, 1.4816, 7.5643
Si, 9.7636, 1.0045, 7.4595
Si, 1.6389, 3.8562, 7.4014
Si, 6.4793, 4.2716, 7.5559
Si, 4.3212, 6.5799, 7.5368
Si, 9.3303, 7.0414, 7.3421
Si, 0.9447, 9.6316, 7.388
Si, 7.0804, 9.2274, 7.5341
O, 1.3679, 4.1241, 24.379
O, 6.8233, 9.5935, 24.2762
O, 2.6713, 2.7031, 7.9388
O, 8.2494, 8.1372, 7.896
O, 5.4079, 5.4348, 8.0444
O, -0.0749, -0.1293, 7.9465
O, 4.2302, 6.8359, 24.3142
O, 9.6603, 1.4238, 24.4147
O, 1.3625, 8.6129, 8.5995
O, 1.1551, 4.6841, 8.7266
O, 8.966, 1.5722, 8.7746
O, 6.4973, 9.6894, 8.993
O, 4.0763, 0.7647, 8.9895
O, 3.6723, 7.3387, 8.842
O, 7.0986, 3.5206, 8.8888
O, 10.1671, 6.5329, 8.6455
O, 3.1466, 2.3089, 23.6344
O, 4.9591, 0.3946, 23.4191
O, 7.9663, 3.2227, 23.4205
O, 10.5269, 5.9328, 23.529
O, 8.5837, 7.7595, 23.4302
O, 2.6442, 8.7655, 23.548
O, 6.1231, 5.145, 23.3827
O, 0.92, 10.7874, 24.0755
Si, 2.5078, 8.1461, 9.6435
Si, 8.1434, 5.5301, 14.0377
Si, 4.1434, 4.4295, 15.4788
Si, 4.3364, 1.726, 22.7122
Si, 9.3665, 1.0806, 19.4481
Si, 9.6885, 1.1382, 16.5771
Si, 1.3111, 9.5623, 23.1162
Si, 9.9818, 8.0832, 13.6187
Si, 0.8897, 6.4579, 11.7975
Si, 0.5108, 9.9015, 15.572
Si, 4.549, 1.8688, 17.2436
Si, 5.6026, 8.9932, 14.409
Si, 7.95, 10.5192, 12.8991
Si, 3.7485, 0.0368, 10.4065
Si, 6.3876, 9.5825, 10.6037
Si, 0.9345, 10.6124, 20.2846
Si, 3.3323, 0.1682, 15.0098
Si, 2.864, 2.0843, 12.5632
Si, 5.879, 6.9614, 12.2589
Si, 6.7263, 3.8542, 22.5729
Si, 10.6824, 4.1062, 16.5159
Si, 8.5114, 2.9588, 9.473
Si, 3.5602, 6.572, 17.6296
Si, 7.1625, 0.0692, 17.757
Si, 5.1007, 4.1913, 12.6133
Si, 1.7672, 4.572, 19.019
Si, 1.4537, 4.1898, 13.919
Si, 8.0192, 5.4007, 17.0887
Si, 8.2098, 4.0589, 19.7365
Si, 10.0379, 7.3217, 22.8417
Si, 10.4363, 6.3542, 19.8979
Si, 10.6969, 5.1894, 9.3567
Si, 0.9158, 8.3287, 18.2086
Si, 2.9203, 1.9222, 19.9059
Si, 6.3065, 7.9698, 17.252
Si, 7.9059, 2.7758, 12.5594
O, 6.1885, 8.1271, 15.6433
O, 8.1974, 0.4882, 16.5617
O, 7.1601, 6.2944, 12.996
O, 5.1046, 4.5937, 14.1899
O, 3.4783, 1.2316, 13.8013
O, 6.72, 9.4453, 17.8003
O, 2.1138, 3.3258, 19.9867
O, 5.1582, 10.5434, 11.0881
O, 1.5272, 5.5298, 12.984
O, -0.0421, 5.4553, 10.9273
O, 5.9096, 1.0361, 17.472
O, 9.0095, 2.6304, 19.8269
O, 2.7278, 3.9618, 14.8836
O, 1.1284, 9.196, 19.5442
O, 1.5601, 10.2816, 21.72
O, 9.294, 6.6941, 14.157
O, 10.5219, 0.2915, 15.4913
O, 10.6171, 7.3365, 18.6054
O, 3.7, 1.4831, 21.2513
O, -0.0386, 7.6569, 12.3583
O, 7.2174, 4.168, 21.0389
O, 9.2529, 5.2808, 19.7947
O, 2.2503, 7.549, 17.6768
O, 3.159, 5.3382, 18.6225
O, 1.8559, 0.7695, 19.5467
O, 7.6757, 10.2563, 11.3177
O, 6.243, 7.9983, 11.0454
O, 6.34, 3.169, 12.3938
O, 6.6885, 10.016, 13.7833
O, 5.0807, 5.6132, 11.7837
O, 0.262, 4.3906, 15.0003
O, 3.0027, 9.5509, 10.2592
O, 0.0107, 8.5953, 14.7915
O, 9.1122, 9.4241, 13.267
O, 5.0795, 7.9008, 13.3233
O, 4.7458, 3.2961, 16.4784
O, 7.536, 5.2124, 15.5321
O, 10.0911, 7.1898, 21.2373
O, 1.9175, 10.3588, 14.9587
O, 0.0941, 8.521, 23.2182
O, 7.5231, 4.3044, 18.2425
O, 3.5039, 0.9635, 16.4038
O, 3.9737, 2.1293, 18.7136
O, 0.938, 4.1094, 17.6553
O, 7.4689, 6.8659, 17.5581
O, 3.808, 3.3427, 12.169
O, 5.5366, 2.7781, 22.5191
O, 10.3396, 0.2648, 20.476
O, 4.9011, 7.4603, 17.9402
O, 1.446, 2.8152, 12.9943
O, 2.8382, 1.0457, 11.3105
O, 8.5433, 4.0394, 13.421
O, 0.9005, 5.5532, 19.9717
O, 4.4148, 9.9233, 14.9375
O, 7.9265, 0.3599, 19.1725
O, 0.533, 9.4239, 17.1039
O, 9.8237, 2.7299, 16.3281
O, 8.145, 1.2226, 13.1278
O, 9.6397, 5.259, 16.9799
O, 1.9845, 7.1642, 10.825
O, 9.6158, 4.0486, 9.0728
O, 8.5118, 2.7651, 11.0631
O, 10.2443, 0.985, 18.0881
O, 3.9097, 5.8619, 16.2052

Results
free energy: -134623.730 eV
free energy less fixed offsets of O -570.45, Si -639.56 eV per atom: -2.210 eV

Forces (eV/angstrom), in the order of the atoms: element, x, y, z
Si, -0.0218, 0.0028, -0.042
Si, 0.0115, 0.0435, 0.0895
Si, 0.0113, 0.0353, 0.0519
Si, 0.0121, -0.021, 0.0736
Si, 0.007, 0.0066, 0.0728
Si, -0.0264, -0.0065, 0.0599
Si, -0.0431, 0.0424, 0.0333
Si, 0.0024, 0.0192, 0.0561
Si, 0.0278, 0.0045, -0.0372
Si, 0.0126, -0.0092, -0.0382
Si, -0.009, -0.0031, -0.0224
Si, -0.0023, -0.0225, -0.0336
Si, 0.0147, -0.006, -0.0302
Si, 0.0039, 0.0062, -0.0247
Si, 0.0068, -0.0117, -0.0276
Si, 0.0085, -0.004, -0.0169
Si, -0.0052, 0.0031, -0.015
Si, 0.0017, 0.0234, -0.0027
Si, -0.0433, -0.0174, -0.0075
Si, -0.0018, 0.0021, -0.0187
Si, -0.0001, -0.0004, -0.0103
Si, 0.0006, -0.0036, -0.015
Si, -0.0167, 0.0001, -0.0155
Si, 0.0085, -0.0052, -0.0014
Si, 0.2145, 0.048, -0.1556
Si, -0.2709, -0.0354, 0.2705
Si, 0.2154, 0.5357, 0.5536
Si, -0.0002, -0.0038, -0.3502
Si, 0.0547, 0.057, 0.1954
Si, 0.1332, 0.0606, -0.2605
Si, -0.0312, -0.0444, -0.2001
Si, 0.0692, 0.0785, 0.2723
Si, -0.0051, 0.0178, -0.0326
Si, 0.0503, 0.0094, 0.0106
Si, -0.017, 0.0328, -0.0331
Si, 0.0157, -0.0667, 0.0205
Si, 0.1736, 0.0862, 0.0409
Si, -0.0308, 0.0237, -0.0145
Si, 0.0196, -0.0249, -0.004
Si, 0.0538, 0.1019, -0.025
Si, 0.0037, -0.0163, -0.0086
Si, -0.0355, 0.0201, -0.0111
Si, 0.0079, -0.02, -0.0076
Si, 0.0104, 0.0163, -0.0394
Si, -0.0861, 0.0363, -0.001
Si, 0.025, -0.0169, -0.0124
Si, -0.0499, 0.0061, -0.0282
Si, 0.0055, -0.0423, 0.0031
Si, 0.0133, -0.0182, 0.0257
Si, 0.0066, 0.0338, 0.016
Si, -0.0361, 0.0321, -0.0012
Si, 0.0252, -0.0309, 0.0219
Si, -0.0141, 0.0273, 0.0115
Si, 0.043, -0.0401, 0.0122
Si, 0.0704, -0.0055, 0.0305
Si, -0.0224, 0.0471, -0.0017
Si, -0.0643, 0.0024, 0.0212
Si, 0.0483, -0.0437, -0.0084
Si, -0.0588, -0.0835, 0.0125
Si, -0.0271, 0.0507, 0.0043
Si, -0.0206, -0.035, 0.0102
Si, -0.0515, 0.0234, 0.0102
Si, -0.0503, 0.0121, 0.0281
Si, -0.0478, -0.138, -0.014
Si, -0.0587, 0.1893, -0.3723
Si, -0.0958, -0.0306, 0.3405
Si, -0.0573, -0.1279, -0.0437
Si, -0.1056, -0.0941, 0.3041
Si, -0.0831, -0.2394, 0.1507
Si, 0.0953, -0.145, -0.1299
Si, 0.1518, 0.0237, 0.0526
Si, -0.3562, -0.2321, -0.494
Si, 0.0097, 0.0075, 0.0092
Si, 0.0082, 0.0053, 0.0151
Si, -0.0041, -0.0035, 0.0029
Si, 0.003, -0.0004, 0.0196
Si, 0.0026, 0.0013, 0.0166
Si, 0.0144, -0.0062, 0.0013
Si, -0.0024, 0.0043, 0.0091
Si, 0.0093, 0.0176, 0.011
Si, -0.0256, -0.0012, 0.0343
Si, 0.0072, -0.0078, 0.0189
Si, 0.0045, -0.0028, 0.0274
Si, -0.0072, 0.0152, 0.031
Si, 0.0042, -0.0062, 0.0287
Si, -0.006, 0.0086, 0.0274
Si, -0.006, -0.0132, 0.0296
Si, 0.0019, -0.0029, 0.0295
Si, -0.0006, 0.0203, -0.0791
Si, 0.0091, 0.0141, -0.0715
Si, -0.0313, -0.0126, -0.0759
Si, 0.0308, 0, -0.0862
Si, -0.0089, -0.0216, -0.0783
Si, -0.0189, -0.032, -0.0772
Si, 0.011, 0.0329, -0.0877
Si, 0.0182, -0.0283, -0.0562
O, 0.013, -0.0149, -0.0159
O, 0.0199, -0.0154, -0.0365
O, 0.0119, 0.0056, 0.0327
O, -0.0142, 0.0226, 0.0338
O, 0.0036, 0.0058, 0.0151
O, 0.0182, 0.0068, 0.0501
O, 0.0068, -0.0369, -0.0199
O, 0.0322, -0.0283, -0.0133
O, 0.017, -0.0182, 0.0481
O, -0.0354, 0.0201, 0.0397
O, -0.0112, 0.0222, 0.0203
O, 0.0054, -0.0103, 0.0509
O, -0.0198, -0.0339, 0.0725
O, -0.0196, 0.037, 0.039
O, 0.0233, -0.0219, 0.0599
O, 0.0259, -0.0326, 0.0589
O, 0.0427, -0.0229, -0.0492
O, -0.0104, 0.0173, -0.0405
O, -0.0549, 0.0408, -0.0574
O, -0.0326, 0.0611, -0.062
O, 0.0572, -0.0334, -0.0339
O, -0.1064, 0.0319, -0.0368
O, 0.0117, -0.0169, -0.0169
O, 0.0173, -0.1653, -0.0906
Si, 0.007, 0.0067, -0.0363
Si, -0.0117, 0.0084, -0.009
Si, -0.0049, -0.0206, -0.027
Si, 0.0019, 0.0198, 0.0315
Si, 0.0202, 0.0046, 0.0075
Si, 0.0158, -0.0093, 0.0188
Si, -0.0309, 0.0498, 0.1269
Si, 0.031, -0.0016, -0.0074
Si, -0.0215, -0.0221, -0.0311
Si, 0.0392, -0.0144, 0.0229
Si, 0.0157, 0.0167, 0.0633
Si, 0.001, -0.007, -0.0162
Si, -0.0283, -0.0086, -0.0137
Si, 0.0232, -0.0278, -0.0291
Si, -0.0044, 0.0118, -0.0281
Si, 0.0287, 0.0101, 0.0385
Si, -0.0028, -0.0204, -0.0149
Si, 0.0193, 0.0155, 0.015
Si, -0.0296, -0.0024, -0.0006
Si, 0.0017, -0.0404, 0.027
Si, -0.013, 0.0017, -0.0023
Si, 0.0034, 0.0142, -0.0461
Si, 0.001, -0.007, -0.0093
Si, 0.0096, 0.0136, -0.0259
Si, -0.0031, -0.0003, -0.0028
Si, -0.0014, 0.0039, 0.0154
Si, 0.0216, -0.0058, -0.008
Si, 0.0131, 0.002, 0.0029
Si, 0.0171, 0.0098, 0.0205
Si, 0.0229, 0.0152, 0.0672
Si, 0.0102, -0.0096, 0.0136
Si, -0.0182, -0.0153, -0.0586
Si, -0.0181, 0.0567, 0.0127
Si, 0.05, 0.01, -0.0113
Si, 0.0026, -0.0016, -0.046
Si, -0.0197, 0.0018, -0.0599
O, -0.0053, 0.0214, 0.0176
O, 0.0172, 0.0016, 0.0433
O, 0.0041, -0.0125, 0.0195
O, -0.0465, -0.0268, 0.0146
O, -0.0466, -0.0122, 0.0076
O, 0.0065, 0.007, -0.0185
O, 0.0531, -0.0619, -0.0566
O, -0.0063, -0.0071, -0.0337
O, -0.0209, -0.0149, -0.0011
O, 0.0445, 0.0421, 0.0146
O, -0.0584, 0.0292, -0.0003
O, -0.0193, 0.0107, -0.0188
O, 0.0277, 0.035, -0.0082
O, -0.0251, 0.0081, -0.0736
O, -0.0351, -0.0023, -0.0166
O, -0.0229, -0.0003, -0.0221
O, 0.0127, -0.0273, 0.0446
O, 0.059, 0.0078, 0.0222
O, -0.0449, 0.0439, -0.0807
O, -0.0008, -0.0303, 0.0263
O, 0.022, -0.0139, -0.0172
O, 0.0057, -0.0174, -0.0066
O, 0.0022, -0.0128, 0.0039
O, -0.0442, 0.0306, -0.0256
O, 0.0004, -0.0044, 0.0429
O, -0.0201, -0.023, 0.0513
O, -0.0054, 0.0205, 0.0263
O, 0.0335, 0.0261, 0.0146
O, 0.0206, -0.0211, -0.015
O, 0.0473, -0.0018, 0.0575
O, 0.0199, -0.0176, 0.0111
O, 0.0226, 0.0262, 0.0031
O, 0.0078, 0.0737, 0.0246
O, -0.0063, -0.0122, 0.0042
O, 0.051, -0.0039, -0.0083
O, -0.0341, -0.0603, 0.0168
O, 0.0514, 0.0242, 0.0088
O, 0.003, -0.0234, -0.0062
O, -0.022, 0.0084, 0.0521
O, 0.0513, 0.0272, -0.0257
O, 0.0621, 0.0222, 0.0094
O, 0.0451, 0.0062, -0.0265
O, -0.0317, -0.0401, -0.027
O, -0.0098, 0.0166, 0.0077
O, -0.0134, -0.0208, -0.0317
O, 0.0037, -0.0327, 0.05
O, 0.0001, 0.0041, 0.0159
O, 0.0253, 0.001, -0.0547
O, -0.0145, -0.0191, -0.0315
O, 0.0578, 0.0223, 0.0251
O, 0.0282, 0.0005, 0.0223
O, -0.0316, 0.0188, 0.0004
O, -0.0168, 0.0033, -0.0505
O, -0.0216, 0.0353, -0.006
O, 0.0308, 0.0213, -0.0457
O, 0.021, -0.0508, -0.0577
O, 0.0278, -0.0028, 0.0116
O, -0.0137, -0.0049, -0.0197
O, -0.0156, -0.0503, -0.0254
O, -0.0376, -0.0091, 0.0105
O, 0.0114, 0.0136, 0.0519
O, -0.0187, 0.0136, 0.0349
O, -0.067, 0.0032, -0.0158
O, 0.0024, -0.0155, 0.03

The program warned: the cutoff lies below the one the program advises for these potential files; the forces do not sum to zero within the program's tolerance; empty levels may hold ghost states of the PAW files; the exchange-correlation potential is rough where the density is thin.
